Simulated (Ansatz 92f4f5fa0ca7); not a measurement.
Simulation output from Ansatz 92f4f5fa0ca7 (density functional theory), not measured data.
Periodic cell of 264 atoms, Si152O112, from a study of silicon, its oxide and their interface. The atomic structure is a simulated model.
This geometry differs little from another in the collection (a relaxation step or a small displacement).

Settings
functional: r2SCAN
potential files: Ansatz PAW
basis: plane waves
wave-function cutoff: 800 eV
density cutoff ratio: 5
exchange-correlation grid ratio: 1
k mesh: 1 x 1 x 1, shifted by 0.5 0.5 0 of a step
self-consistency stop: 1e-10 eV per atom in the density residual
occupations: fixed
spin: none
net charge: 0

Cell vectors (angstrom)
a 10.888 0 0
b 0 10.888 0
c 0 0 37.1861

Atoms: element, x, y, z (angstrom)
Si 0.8791 -0.2397 -0.4208
Si 2.974 2.4983 0.1218
Si -0.1635 5.6823 0.1331
Si 2.8041 8.2395 0.1318
Si 5.2237 0.3387 0.1457
Si 7.9731 2.9663 0.2131
Si 5.6767 5.0841 -0.0241
Si 8.4441 7.8301 0.0027
Si 1.4696 1.2563 1.3336
Si 4.1347 4.0589 1.4141
Si 1.4155 6.8385 1.4207
Si 4.1865 9.5561 1.4456
Si 6.7848 1.4246 1.4966
Si 9.5517 4.1348 1.4512
Si 6.8064 6.7155 1.2678
Si 9.5011 9.4351 1.3252
Si 0.0257 2.6378 2.6472
Si 2.7735 -0.0263 2.806
Si 0.0395 8.2048 2.7687
Si 2.747 5.4273 2.7298
Si 5.4312 2.7377 2.8672
Si 8.188 -0.027 2.6948
Si 5.5286 8.1208 2.6953
Si 8.1689 5.4759 2.7799
Si 1.3728 4.0192 4.0381
Si 4.0847 1.3484 4.1744
Si 1.3868 9.5338 4.1466
Si 4.1158 6.8014 4.0693
Si 6.8196 4.1147 4.1506
Si 9.543 1.3368 4.0563
Si 6.8518 9.4931 4.0766
Si 9.5412 6.8337 4.1079
Si -0.0015 0.0097 5.4641
Si 2.7063 2.7188 5.4791
Si 0.0073 5.4037 5.4058
Si 2.7504 8.1449 5.4556
Si 5.4697 -0.0418 5.4539
Si 8.1885 2.7056 5.4368
Si 5.4424 5.4637 5.4809
Si 8.1868 8.1738 5.4773
Si 1.3381 1.371 6.831
Si 4.0662 4.0925 6.8166
Si 1.364 6.769 6.7752
Si 4.0902 9.5159 6.8252
Si 6.8162 1.3497 6.7915
Si 9.528 4.0738 6.8019
Si 6.7976 6.8293 6.8262
Si 9.5307 9.5368 6.8246
Si -0.0202 2.723 8.1895
Si 2.7011 -0.0048 8.1618
Si 0.0037 8.1395 8.135
Si 2.6973 5.4374 8.1761
Si 5.4334 2.7108 8.1377
Si 8.1505 -0.0026 8.1696
Si 5.4315 8.1655 8.2011
Si 8.1536 5.4453 8.1492
Si 1.3314 4.0919 9.5444
Si 4.056 1.3718 9.5035
Si 1.3441 9.4989 9.5056
Si 4.0367 6.8091 9.5354
Si 6.7654 4.0985 9.4899
Si 9.5022 1.3459 9.5251
Si 6.7863 9.5436 9.5425
Si 9.5116 6.8104 9.5024
Si -0.0332 -0.054 10.8621
Si 2.7122 2.7357 10.8831
Si -0.0424 5.4616 10.8889
Si 2.6746 8.1606 10.911
Si 5.3709 -0.0072 10.8747
Si 8.1174 2.7293 10.8234
Si 5.3932 5.4447 10.8715
Si 8.1717 8.1805 10.8746
Si 1.3579 1.3002 12.1591
Si 4.0256 4.1291 12.28
Si 1.285 6.8279 12.2833
Si 4.0332 9.5132 12.282
Si 6.7206 1.4026 12.1548
Si 9.4624 4.0756 12.1895
Si 6.7654 6.8337 12.1745
Si 9.5178 9.5043 12.297
Si -0.0263 2.6553 13.4326
Si 2.6378 -0.0218 13.6315
Si -0.0373 8.1314 13.7583
Si 2.636 5.4976 13.6571
Si 5.4035 2.7331 13.577
Si 8.0751 0.0569 13.4751
Si 5.4463 8.1563 13.6047
Si 8.07 5.4564 13.5143
Si 1.2345 3.9886 14.8603
Si 4.007 1.3974 14.912
Si 1.3193 9.5523 15.1337
Si 4.0586 6.8735 15.0188
Si 6.7331 4.1325 14.9363
Si 9.4335 1.4056 14.7899
Si 6.7348 9.6685 14.8827
Si 9.4655 6.6106 14.9989
Si -0.3993 -0.1006 16.2148
Si 2.7761 2.8801 16.2116
Si -0.5493 4.7732 16.1306
Si 3.1085 8.5588 16.3901
Si 5.2701 -0.0112 16.2513
Si 8.498 3.1234 16.103
Si 5.0556 5.1504 16.2886
Si 8.0651 8.7992 16.5587
Si -0.104 15.414 19.1157
Si 1.6789 4.3091 35.1387
Si -26.4086 22.0887 34.4631
Si -10.8182 2.7934 33.0076
Si 3.4641 8.1107 19.3254
Si -5.419 -1.4651 24.4055
Si -4.6241 2.8108 26.5455
Si 22.7184 1.6874 18.4684
Si -0.9706 -4.2138 26.0803
Si -14.3445 12.5994 21.3831
Si -12.9681 12.3686 34.884
Si 19.577 -15.6095 20.6102
Si -5.9083 15.399 24.396
Si 6.7832 14.5704 29.4252
Si -8.0469 10.7462 25.096
Si -7.1058 7.1087 25.5328
Si -24.8788 -10.5547 25.5833
Si -0.6251 8.5988 21.893
Si 15.9608 -6.4019 19.0923
Si -8.5123 3.9549 23.1079
Si -2.6094 19.7009 27.228
Si -17.8187 13.2792 30.2022
Si -6.6139 6.0769 35.4817
Si 12.0703 -2.6681 24.5523
Si -12.1686 14.7384 30.3497
Si 9.5878 1.6387 23.36
Si 1.6771 -0.5603 20.5971
Si 2.5581 6.481 28.3109
Si -25.9576 1.9232 18.3747
Si -25.3686 9.6981 22.0207
Si -6.7044 0.9318 27.6274
Si -4.9297 31.328 28.768
Si 13.4559 5.401 20.4372
Si 0.2141 4.6444 27.7384
Si -15.2595 15.5221 21.822
Si 1.5587 18.2864 30.8122
Si 1.618 1.169 22.9359
Si -24.9354 -4.8681 30.937
Si -17.7819 11.297 32.5556
Si 10.7045 -6.7247 24.8742
Si 12.139 0.1458 33.6941
Si -11.5277 8.9267 32.2829
Si 6.688 8.2085 19.3406
Si -5.459 -4.6226 32.5944
Si -13.4211 -1.5059 34.4548
Si 8.4178 8.9984 30.0571
Si -17.4799 8.728 31.0325
Si -18.4605 16.0722 30.7422
O -2.6775 -7.8045 -7.2164
O -3.6364 1.5865 -2.6962
O -1.9685 2.1062 -0.8123
O 3.0016 -7.2056 -6.8917
O -4.9876 10.682 -1.2235
O -8.9072 5.9094 -5.8655
O -8.0997 10.6827 -3.7566
O 4.1014 10.2604 -12.9845
O -7.6935 21.8943 -10.5297
O 3.6836 -9.2354 -5.5801
O -2.8767 8.5323 -1.3991
O 4.0965 12.2985 -0.3687
O -3.985 0.3791 -15.0536
O -22.5196 5.9351 -9.6784
O -20.7796 3.9164 -3.4544
O -12.8245 1.9176 -15.2821
O -0.0134 5.1677 17.6397
O -3.905 -1.6205 20.5155
O -1.4994 -1.1707 16.7929
O -5.4107 -16.301 17.8567
O -8.6795 24.0339 17.6243
O -1.1 7.218 21.1805
O -11.9065 13.9252 24.1091
O 3.7109 6.0177 29.391
O 1.8371 24.4191 22.323
O 15.8912 8.138 25.2745
O 7.3939 12.572 26.3639
O 7.9365 2.5886 17.5636
O 5.0796 8.0361 19.2914
O 8.5447 7.2922 16.1978
O 18.0861 -2.1178 17.9251
O 4.1974 9.7407 16.7867
O -10.4913 -1.0407 33.064
O -13.1285 -10.1602 24.2963
O 9.3758 4.9716 19.7667
O 3.4914 -6.383 19.4518
O -3.5538 12.3494 19.7964
O 0.2965 -3.278 25.757
O 15.2737 -5.2532 25.383
O 6.2819 19.8535 23.0761
O 2.8809 -1.3951 19.9295
O -2.0058 9.3871 22.3168
O 13.8262 6.9532 20.3068
O -2.9736 7.5742 30.6232
O 1.5137 7.4008 29.1843
O 4.8028 2.1814 26.8301
O 13.6932 7.8827 17.8555
O -16.2542 13.7231 30.0167
O -10.5683 -1.4352 20.8712
O 6.0333 11.5956 17.5309
O -13.847 5.4222 21.8403
O 0.0493 13.8046 19.0333
O -0.4594 3.1757 31.5537
O 6.6118 -7.8746 21.8827
O 0.0528 0.7678 17.5059
O -0.2932 -6.9897 29.0746
O 1.2132 4.4677 24.1187
O -4.7803 3.6832 25.2072
O 5.7818 5.0091 20.4426
O -9.9183 12.3676 32.8587
O -14.8094 9.9026 33.7852
O -25.5561 -0.953 29.862
O -11.4822 21.0771 37.2706
O -5.4773 10.8942 28.1028
O -9.2617 20.5804 25.0282
O -19.5423 0.004 22.0165
O -10.8305 0.825 23.1121
O 11.9257 -5.7404 20.0509
O -10.7144 -3.148 31.5564
O -4.1807 8.6665 27.6394
O 13.1879 22.9805 24.4041
O 14.0978 18.1378 27.0578
O -23.246 9.6936 31.1227
O -27.9137 8.743 29.4797
O -1.73 -0.1135 34.8064
O -9.5039 0.7454 19.6978
O -7.9224 -5.6215 34.9538
O 3.7276 14.4922 23.9282
O 14.7406 -6.8262 16.5577
O -26.2178 10.4113 25.2181
O -16.7546 0.8976 33.6738
O -25.9049 5.2444 29.885
O 0.2961 8.2515 23.1993
O 6.7199 -7.1939 27.818
O -14.1844 -3.9789 19.6829
O 1.7504 5.1495 27.8566
O -2.2815 7.5981 26.22
O -12.6474 -2.1265 28.6191
O -4.0327 -6.9046 36.7057
O -8.6698 13.9066 35.9577
O -12.5831 8.4524 33.4318
O -20.8706 0.3942 35.2702
O -11.9668 16.4137 24.9413
O -18.3203 12.3524 28.974
O -6.2395 -11.6095 31.639
O 2.5647 7.3529 24.4734
O -17.3207 -5.7175 31.8963
O 5.1549 6.4223 34.1781
O -5.351 -7.8992 18.7129
O -8.1738 8.4613 31.2263
O -1.7055 5.322 30.8939
O 1.8147 9.3212 36.592
O -10.7807 25.4825 26.4182
O -19.031 15.9459 22.0055
O -7.1875 7.4267 36.2127
O 5.1517 -3.2245 31.8658
O -12.0809 13.2997 33.9394
O -1.2875 17.6274 36.7823
O -3.9007 5.8807 32.3841
O -13.1484 21.1256 26.5507
O -16.0865 5.1536 23.1037
O -10.3534 15.9298 36.008

Results
free energy: -161109.827 eV
free energy less fixed offsets of O -570.45, Si -639.56 eV per atom: -6.307 eV

Forces (eV/angstrom), in the order of the atoms: element, x, y, z
Si 0.002 -0.0251 0.1658
Si 0.016 -0.0087 0.0899
Si -0.0126 0.0145 0.0878
Si -0.0134 0.0026 0.0849
Si -0.0147 0.0153 0.1031
Si -0.029 0.0249 0.0828
Si 0.0011 -0.002 0.0292
Si 0.0091 -0.0313 0.1217
Si 0.0019 0.0052 -0.006
Si -0.0061 0.001 -0.0112
Si 0.0009 -0.0018 -0.0085
Si 0.0006 -0.0009 -0.006
Si 0.0021 -0.0008 -0.0107
Si -0.0003 -0.002 -0.0028
Si -0.0031 0.0058 -0.0083
Si -0.016 -0.017 0.0337
Si -0.0046 -0.0016 0.0028
Si 0.0011 -0.004 -0.0003
Si -0.0019 0.0004 -0.0028
Si -0.0016 0.0001 0.0019
Si 0.0005 -0.0008 -0.0018
Si 0.0012 -0.0046 -0.0025
Si -0.0018 0.0001 0.0016
Si -0.002 -0.0041 -0.0019
Si 0.0016 -0.0005 -0.0003
Si -0.0023 0.0008 0.0001
Si -0.0028 -0.0007 0.0011
Si -0.0001 -0.0016 -0.0003
Si 0.0003 0 0.0003
Si -0.001 -0.0007 0.0005
Si 0.0016 -0.0017 0.0001
Si -0.0013 0.0012 0.0015
Si -0.0011 -0.0002 -0.0004
Si -0.0021 -0.0017 -0.0002
Si -0.0027 -0.0016 0.0004
Si -0.0005 -0.0008 -0.0004
Si -0.0003 -0.0004 -0.0004
Si 0.0003 -0.0008 0.0004
Si -0.0017 0.0001 -0.0003
Si -0.0017 -0.0015 -0.0003
Si -0.0008 -0.0014 -0.0007
Si -0.001 -0.0013 -0.0008
Si -0.0023 -0.0002 -0.0007
Si -0.0011 -0.0011 -0.0009
Si -0.0017 -0.002 -0.0012
Si -0.0007 -0.0014 -0.0004
Si -0.0012 -0.0002 -0.001
Si -0.0017 -0.001 -0.0003
Si -0.0011 -0.0011 -0.0002
Si -0.0012 -0.0017 -0.0007
Si -0.0008 -0.0008 -0.0004
Si -0.0014 -0.0015 -0.0004
Si -0.0011 -0.0015 -0.0011
Si -0.0016 -0.0007 -0.0006
Si -0.0015 -0.0019 -0.0004
Si -0.0015 -0.0009 -0.0008
Si 0.0001 -0.0003 0.0006
Si -0.0004 -0.0009 -0.0004
Si -0.0014 -0.0006 -0.0002
Si -0.0004 -0.0013 -0.0002
Si -0.0002 -0.0022 -0.0006
Si -0.0012 -0.0014 0.0004
Si -0.0008 -0.001 0
Si -0.0009 -0.0014 0.0003
Si 0.0016 -0.0018 -0.0004
Si -0.001 -0.002 -0.0003
Si -0.0003 -0.0005 0
Si 0.0011 -0.001 0.0004
Si -0.0018 -0.0017 -0.0001
Si -0.0006 -0.0009 -0.0007
Si -0.0004 -0.0008 -0.0002
Si -0.0014 -0.0008 -0.0005
Si -0.0001 -0.0016 -0.0003
Si -0.0001 -0.0012 -0.0008
Si -0.0016 -0.0006 -0.001
Si -0.0001 -0.001 -0.0006
Si -0.0005 0.0005 -0.0007
Si 0.001 -0.0003 0.0003
Si -0.0002 -0.0013 0.0003
Si -0.0006 -0.0017 -0.0005
Si 0.0007 -0.0022 0.0014
Si -0.0036 0.0008 0.0011
Si 0.004 0.0028 0
Si -0.0012 0.002 0.0026
Si 0.0005 -0.0022 0.003
Si -0.0042 -0.0005 0.0035
Si 0.0008 -0.0015 0.003
Si -0.0077 -0.001 -0.0014
Si 0.001 0.0002 -0.0081
Si -0.0006 0 -0.0052
Si 0.0017 -0.0019 -0.0069
Si -0.0009 -0.0044 -0.006
Si -0.0009 0.0005 -0.0073
Si -0.0013 0.002 -0.0047
Si 0.0017 -0.0016 -0.0086
Si -0.0161 0.0138 0.0289
Si -0.0006 0.0154 0.104
Si -0.0049 -0.0048 0.1103
Si 0.0221 0.0153 0.0952
Si 0.0028 -0.0182 0.1302
Si 0.0171 0.009 0.0999
Si -0.0237 -0.0235 0.0755
Si 0.0017 0.0006 0.131
Si -0.036 -0.0019 0.1462
Si -0.012 0.023 0.2582
Si 0.0138 0.0144 0.2249
Si 0.0336 -0.007 0.2309
Si 0.0332 -0.0197 0.2829
Si -0.0018 0.0212 0.2472
Si -0.0344 0.0185 0.2651
Si -0.0139 0.0111 0.2953
Si 0.0013 -0.0111 0.256
Si -0.0491 -0.0019 0.2412
Si 0.0446 -0.0033 0.2716
Si -0.033 0.0188 0.1998
Si 0.0163 0.0265 0.2231
Si 0.008 -0.0176 0.303
Si 0.0124 0.0275 0.2507
Si 0.042 -0.0178 0.2677
Si -0.0317 0.0135 0.2653
Si -0.0148 -0.0186 0.285
Si 0.0283 0.0101 0.2596
Si -0.0154 0.0077 0.263
Si -0.0201 -0.0361 0.273
Si -0.0225 -0.0209 0.286
Si -0.0286 0.0086 0.2749
Si -0.0243 -0.0079 0.2268
Si 0.0438 -0.0308 0.2717
Si 0.0161 -0.0246 0.2981
Si -0.0005 0.0055 0.2648
Si -0.032 -0.0234 0.2742
Si -0.0084 -0.0095 0.3239
Si -0.0067 0.0066 0.2631
Si -0.0206 -0.0069 0.2814
Si 0.0334 0.0238 0.2998
Si -0.0268 -0.038 0.2674
Si 0.0079 -0.022 0.2607
Si 0.0251 -0.0058 0.3076
Si -0.0208 -0.012 0.2832
Si -0.0276 0.0313 0.2459
Si -0.0056 0.0295 0.2405
Si -0.0218 0.009 0.2145
Si 0.0052 -0.0153 0.2736
Si -0.0284 0.0454 0.2794
Si -0.0292 0.0333 0.2372
Si 0.0042 0.0409 0.2797
Si 0.0139 0.0011 0.2686
Si -0.0184 0.0202 0.3046
Si -0.0317 0.0069 0.2363
Si 0.0328 -0.0009 0.2949
Si 0.0102 0.0137 0.2521
Si 0.024 -0.0114 0.2378
O -0.0412 -0.0029 -0.0957
O -0.0074 -0.0312 -0.0567
O 0.0224 -0.0529 -0.1407
O 0.0025 -0.0099 -0.0868
O 0.0364 0.0125 -0.1754
O 0.01 0.0037 -0.0949
O 0.0488 0.0033 -0.1041
O 0.0158 -0.0061 -0.0927
O -0.0568 -0.0438 -0.1877
O 0.0115 0.0689 -0.1712
O 0.0026 0.0587 -0.1645
O 0.0053 -0.007 -0.0528
O 0.0013 0.0326 -0.1045
O -0.0168 0.0381 -0.1398
O -0.0499 -0.0403 -0.1453
O -0.0582 0.0094 -0.1475
O -0.0211 0.0029 -0.1824
O -0.0276 -0.0542 -0.1813
O 0.0141 0.0125 -0.0586
O 0.0029 0.0206 -0.1697
O 0.0457 0.031 -0.1275
O -0.0379 -0.0611 -0.1029
O -0.0192 -0.0653 -0.1194
O -0.0231 0.0352 -0.1638
O -0.001 -0.004 -0.0961
O 0.0218 0.035 -0.1006
O 0.0319 -0.0407 -0.1116
O 0.0559 0.0388 -0.1343
O -0.0177 -0.0051 -0.0797
O 0.0241 -0.0281 -0.0589
O 0.0474 0.0311 -0.184
O 0.002 0.0094 -0.065
O -0.0307 -0.0586 -0.1118
O 0.0654 0.0411 -0.1739
O 0.0501 -0.0426 -0.1119
O 0.0444 -0.0169 -0.1062
O -0.0342 0.0069 -0.2222
O 0.0488 0.0406 -0.1279
O 0.026 -0.0567 -0.122
O 0.0753 0.0039 -0.1792
O 0.0427 -0.0486 -0.1078
O 0.0015 -0.0133 -0.0901
O 0.017 0.0351 -0.0981
O 0.0086 0.0456 -0.1034
O 0.025 -0.0305 -0.1711
O 0.0294 0.0245 -0.117
O -0.0191 0.012 -0.1824
O 0.0382 0.0088 -0.0968
O 0.0476 0.0325 -0.1144
O -0.0391 -0.048 -0.1192
O 0.0273 0.022 -0.1098
O 0.0142 -0.0248 -0.0904
O -0.063 0.0561 -0.207
O 0.0045 -0.0094 -0.1005
O -0.0369 -0.0495 -0.1292
O 0.0606 0.0406 -0.1987
O 0.0788 -0.0174 -0.1359
O -0.0396 0.0621 -0.1725
O -0.0508 -0.0017 -0.1786
O -0.0041 0.013 -0.0843
O -0.0088 -0.0043 -0.0818
O -0.0311 0.0039 -0.1212
O 0.028 0.0193 -0.073
O -0.0281 0.0494 -0.1218
O -0.0145 -0.0015 -0.0859
O -0.0002 -0.0575 -0.1708
O 0.0221 -0.007 -0.0825
O -0.0474 -0.0208 -0.1099
O 0.0448 -0.041 -0.1097
O 0.0423 -0.0106 -0.129
O -0.043 0.0385 -0.1439
O 0.0564 0.0309 -0.2178
O -0.0609 -0.0048 -0.1603
O 0.0526 0.0269 -0.1596
O -0.0011 -0.0175 -0.0701
O -0.0231 0.078 -0.1651
O -0.0155 -0.0031 -0.0922
O -0.0398 0.0038 -0.1108
O -0.0087 -0.0083 -0.0711
O -0.0399 -0.038 -0.1272
O -0.061 0.003 -0.1324
O -0.0171 -0.0544 -0.1101
O -0.0815 0.0214 -0.2009
O -0.0233 -0.0373 -0.2256
O -0.0401 0.0294 -0.1036
O -0.0339 -0.0207 -0.1054
O 0.0298 -0.0341 -0.1089
O -0.004 -0.0056 -0.2003
O 0.0025 -0.0037 -0.0382
O -0.0374 0.0348 -0.1138
O 0.0584 -0.0216 -0.1527
O 0.0124 0.0089 -0.1956
O 0.0108 -0.0406 -0.1141
O 0.0103 -0.0536 -0.1858
O 0.0041 -0.0531 -0.1211
O -0.0336 0.0114 -0.1048
O -0.0531 -0.0288 -0.1379
O 0.0518 0.0182 -0.2448
O 0.0154 -0.0249 -0.0944
O -0.0135 -0.0267 -0.0853
O 0.0045 -0.0173 -0.0844
O -0.0207 0.0239 -0.065
O -0.0151 -0.0282 -0.2039
O 0.0079 0.0661 -0.2012
O 0.0324 -0.0399 -0.0936
O -0.0243 0.0455 -0.119
O 0.0405 0.0301 -0.1126
O -0.0035 0.0068 -0.0529
O 0.0501 -0.0078 -0.1304
O -0.0082 0.0739 -0.1403
O 0.0632 0.0055 -0.1932
O 0.044 -0.0419 -0.1152

The program warned: the cutoff lies below the one the program advises for these potential files; the forces do not sum to zero within the program's tolerance; empty levels may hold ghost states of the PAW files; the exchange-correlation potential is rough where the density is thin.
